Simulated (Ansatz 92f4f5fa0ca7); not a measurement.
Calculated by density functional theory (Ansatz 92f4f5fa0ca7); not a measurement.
Periodic cell of 244 atoms, Si164O80, from a study of silicon, its oxide and their interface. The atomic structure is a simulated model.
Doubt: the cutoff is far below the 930 eV that the study's wrapper takes by default for these files, so forces and energies are approximate.
This geometry differs little from another in the collection (a relaxation step or a small displacement).

Settings
functional: PBE
potential files: Ansatz PAW
basis: plane waves
wave-function cutoff: 580 eV
density cutoff ratio: 5
exchange-correlation grid ratio: 1
k mesh: 1 x 1 x 1, Gamma-centred
self-consistency stop: 5e-08 eV per atom in the density residual
occupations: fixed
spin: none
net charge: 0

Cell vectors (angstrom)
a 10.938 0 0
b 0 10.938 0
c 0 0 37.2315

Atoms and the computed forces on them: element, x, y, z (angstrom), force x, y, z (eV/angstrom)
Si 0 0 0.683 0.0721 -0.0027 0.0475
Si 5.469 0 0.683 -0.0229 -0.0167 -0.066
Si 2.7345 2.7345 0.683 0.035 -0.0419 -0.0484
Si 8.2035 2.7345 0.683 -0.0447 0.0364 0.0511
Si 0 5.469 0.683 0.0343 -0.0154 -0.0813
Si 5.469 5.469 0.683 0.0342 -0.0019 0.0615
Si 2.7345 8.2035 0.683 0.0642 -0.0129 0.0591
Si 8.2035 8.2035 0.683 0.0306 -0.0487 -0.0562
Si 1.3673 1.3673 2.0503 0.0772 0.0248 0.1543
Si 6.8362 1.3673 2.0503 -0.1019 -0.2816 -0.2148
Si 4.1018 4.1018 2.0503 -0.1514 -0.2613 0.0242
Si 9.5708 4.1018 2.0503 0.2891 0.0577 -0.1731
Si 1.3673 6.8362 2.0503 -0.2256 -0.2023 -0.239
Si 6.8362 6.8362 2.0503 0.2125 0.1715 0.0214
Si 4.1018 9.5708 2.0503 0.1357 0.2034 -0.1886
Si 9.5708 9.5708 2.0503 -0.053 -0.1088 0.1776
Si 2.7345 0 35.18 0.018 0.048 0.0073
Si 8.2035 0 35.18 -0.1478 0.0316 0.054
Si 0 2.7345 35.18 -0.035 0.0822 -0.2198
Si 5.469 2.7345 35.18 -0.152 0.1448 0.165
Si 2.7345 5.469 35.18 0.0173 -0.0018 -0.0817
Si 8.2035 5.469 35.18 -0.0058 0.0339 0.0515
Si 0 8.2035 35.18 0.0293 0.1166 0.2561
Si 5.469 8.2035 35.18 0.0456 -0.0115 -0.2257
Si 4.1018 1.3673 36.5473 -0.0046 0.0194 -0.0049
Si 9.5708 1.3673 36.5473 -0.0068 -0.0138 -0.0068
Si 1.3673 4.1018 36.5473 -0.0118 0.0278 -0.0129
Si 6.8362 4.1018 36.5473 0.0083 -0.0242 -0.0012
Si 4.1018 6.8362 36.5473 -0.0698 0.0379 -0.009
Si 9.5708 6.8362 36.5473 -0.0095 -0.0083 -0.0066
Si 1.3673 9.5708 36.5473 -0.0456 0.0024 0.0068
Si 6.8362 9.5708 36.5473 -0.0683 0.0703 0.0136
Si 2.1799 3.0164 27.0854 -0.0028 -0.0063 -0.0076
Si 8.1486 -5.3905 29.4684 -0.0027 -0.0016 0.0099
Si 2.7463 6.3969 20.0132 -0.0041 -0.003 0.0038
Si 7.7196 -2.1024 26.9918 0.0094 0.0079 0.0124
Si -0.2651 0.5902 27.215 -0.0195 0.0116 0.0109
Si 0.5584 4.8929 26.9992 -0.0078 0.0065 0.0175
Si 3.2133 7.863 27.2284 0.0044 0.0355 0.0293
Si 8.6996 13.0815 27.0863 0.0145 -0.0024 0.0356
Si -1.4264 1.4356 31.1756 0.0008 -0.0009 -0.002
Si 4.2975 -0.0969 20.4586 -0.0015 -0.0104 -0.0106
Si 4.1212 1.4585 31.0532 -0.003 -0.0014 0.0087
Si 9.3272 8.1424 24.412 -0.001 0.0104 -0.0046
Si 1.2384 1.575 28.7145 0.0196 -0.0067 0.0025
Si 6.7079 7.0882 28.2574 0.0019 -0.0014 -0.0011
Si -1.371 9.7092 28.2692 -0.0088 -0.0162 -0.0019
Si 14.7161 10.1635 26.4692 -0.0577 -0.0297 0.059
Si 2.5746 0.0914 29.9446 -0.0148 0.0126 -0.0042
Si 6.8849 1.2161 28.3301 0.0073 -0.0002 -0.0158
Si -4.7726 -0.2303 26.5383 0.0265 0.019 -0.0026
Si 7.3422 6.9544 22.5011 0.0168 0.0081 -0.0026
Si 5.4414 2.7527 29.4827 0.0018 0.0012 0.0061
Si 11.6135 1.344 23.1055 -0.009 -0.008 -0.0064
Si -0.1427 2.9433 29.9228 -0.0176 -0.0086 -0.0078
Si 3.8457 9.5453 28.7252 -0.0395 0.0177 -0.1062
Si 4.9218 6.177 26.9511 -0.0075 0.0019 0.0024
Si 8.2458 0.0042 29.8095 -0.0053 0.0123 0.0178
Si 1.3782 4.2324 31.1351 0.0058 -0.0143 0.0053
Si 6.8039 4.1414 30.9001 0.0021 0.0002 0.0129
Si 4.1116 6.8975 31.0853 0.0015 -0.01 0.0013
Si 9.534 6.8545 30.9432 -0.0064 -0.0029 0.0115
Si 1.2346 9.5488 31.1239 -0.0016 0.0011 -0.0005
Si 6.8996 9.6281 31.1941 -0.0061 -0.0214 -0.0057
Si -0.0726 0.0163 32.4944 0.0023 -0.0054 0.0037
Si 5.4659 0.0661 32.4593 -0.0053 0.0042 0.0079
Si 2.7272 2.7826 32.446 0.0046 0.0012 0.0115
Si 8.1179 2.8146 32.4323 0.0041 -0.0005 0.0024
Si -0.0356 5.5628 32.4387 -0.0034 -0.0042 0.0012
Si 5.4727 5.4739 32.3886 0.0029 -0.001 0.0082
Si 2.7001 8.2246 32.4454 -0.0008 -0.0049 0.0093
Si 8.2236 8.1729 32.4553 -0.0022 0.0103 0.0025
Si 1.3714 1.3653 33.8049 -0.002 0.005 0.0035
Si 6.8334 1.4022 33.8283 0.0022 0.0011 0.0039
Si 4.1196 4.1183 33.8037 -0.0017 -0.0007 0.005
Si 9.5622 4.1265 33.7913 -0.0048 0.0005 0.0039
Si 1.3619 6.862 33.8274 0.0001 -0.0013 0.0061
Si 6.834 6.8121 33.8009 0.0011 -0.0016 0.0012
Si 4.0961 9.5882 33.7986 0.0018 0.001 0.0019
Si 9.552 9.5541 33.8404 0.0029 -0.0014 -0.0023
Si 2.7435 -0.0179 3.4245 0.0001 0 -0.0022
Si 8.1837 -0.0061 3.4223 0 -0.0006 -0.0006
Si -0.0077 2.7302 3.4258 -0.0008 -0.0001 -0.0022
Si 5.4457 2.6737 3.4042 0.0026 0.0011 0.0023
Si 2.6811 5.429 3.3922 0.0017 0.0016 0.003
Si 8.2558 5.4884 3.4 -0.002 -0.0005 0.0029
Si -0.0022 8.1651 3.4243 0.0012 0.0015 -0.001
Si 5.5077 8.2567 3.3963 -0.0016 -0.0019 0.0008
Si 4.1229 1.2902 4.8552 0.0006 0.0008 -0.0066
Si 9.5673 1.341 4.7686 0.0051 -0.0001 0.0015
Si 1.3453 4.0667 4.8468 0.0012 -0.0012 -0.0037
Si 6.9158 4.0217 4.6287 -0.0025 0.0017 0.0029
Si 4.0961 6.8399 4.5952 0.003 0.0003 0.0035
Si 9.6127 6.8081 4.8725 -0.0006 0.0021 -0.0048
Si 1.4088 9.4972 4.7558 -0.0039 0.0058 0.0027
Si 6.864 9.5852 4.8706 0.0012 -0.0022 -0.0069
Si -0.0047 -0.0878 6.0532 -0.002 -0.0026 0.0056
Si 5.4984 -0.0324 6.3378 0.0008 0.0025 -0.0081
Si 2.7355 2.6703 6.1797 -0.0005 0.0003 0.0003
Si 9.4982 4.0402 7.6492 0.0067 -0.0058 -0.003
Si 0.0179 5.4185 6.3111 0.0035 0.0015 -0.0103
Si 5.5147 5.4469 5.7569 -0.0047 -0.0029 0.0061
Si 2.829 8.1188 6.0822 -0.004 -0.0035 -0.0018
Si 8.2481 8.2066 6.232 -0.0054 -0.0031 -0.0026
Si -2.4418 0.3749 11.2441 -0.0015 -0.0067 0.0154
Si 8.2031 2.7305 6.1289 -0.0013 -0.0007 -0.0004
Si 4.2477 4.1584 7.1877 0.0062 0.0021 0.0056
Si 8.2031 9.6131 17.9857 -0.0007 0.0087 -0.0147
Si 3.3971 5.7977 8.6149 0.0038 0.0151 -0.0156
Si 5.162 7.4906 8.7774 -0.0016 -0.0014 -0.0083
Si -1.2941 9.5814 7.6126 -0.0005 -0.0055 0.0077
Si 12.2135 13.893 13.284 -0.0104 -0.0059 0.0013
Si 4.693 4.115 10.5953 0.005 0.0086 -0.0329
Si 12.0221 -2.8083 11.7707 -0.0079 -0.003 0.0083
Si 5.0627 5.9619 14.6846 -0.0018 -0.0043 0.0015
Si 1.5094 6.7976 7.5558 -0.0021 -0.0001 0.0017
Si 0.26 5.8691 24.8627 -0.0099 0.0113 -0.0137
Si 6.8772 1.4517 7.6353 0.0002 0.0006 0.0003
Si 0.5732 8.5988 8.752 0.0104 0.0105 -0.0209
Si 5.9019 3.3729 8.6801 -0.0018 -0.0033 0.0042
Si 7.6176 4.0247 21.4597 -0.0018 -0.0057 -0.0027
Si 14.8457 -4.0935 17.4452 0.0023 0.0107 -0.0046
Si -3.3157 5.1032 8.7168 0.0044 0.0028 -0.0053
Si 8.9978 -0.2333 22.9053 0.0253 0.0068 0.0076
Si 8.668 11.3966 8.8412 0.0012 0.0028 -0.0034
Si 12.2737 12.1547 7.4594 0.0005 0.0002 0.0023
Si -1.2628 7.022 17.893 0.0012 0.0074 -0.0005
Si 3.9239 12.6898 12.6028 0.0073 -0.0167 0.018
O 19.0563 3.9478 15.7896 -0.0017 -0.0025 -0.0008
O -12.8584 5.6667 18.5215 0.0007 -0.004 -0.002
O -0.2855 6.5273 16.6757 -0.0007 -0.0016 0.0057
O 30.9382 9.8987 11.8378 -0.0024 0.0037 0.0024
O 23.2165 5.6788 19.5894 0.0049 0.0014 -0.0002
O -1.4194 1.6036 11.6583 -0.0043 0.0014 -0.0011
O 7.2021 -9.1961 17.1439 -0.0023 0.0008 0.0069
O 0.5343 9.5959 20.7351 -0.0023 0.0025 0.0061
O 33.9691 -0.7773 18.305 -0.0004 -0.0005 0.0034
O 4.7144 -2.6852 17.5062 -0.0032 -0.0017 0.0044
O 14.0058 -0.8419 16.5081 0.0002 -0.0039 0.0058
O -2.5532 10.063 21.5376 -0.0068 -0.0044 -0.005
O -0.3492 7.8785 18.9626 -0.0024 -0.004 0.0002
O -1.3888 -9.2682 16.1679 -0.0043 0.0026 0.0054
O -13.8725 14.5872 19.9189 0.0029 0.0023 0.0062
O 8.1881 -2.823 25.572 -0.0017 -0.0052 0.0012
Si -15.1199 12.2509 13.5363 -0.0018 0.0038 0.0033
Si 9.6258 -1.5695 13.2789 0.0102 0.0009 0.0077
Si 21.4052 2.1283 8.6906 0.0015 0.004 0.0017
Si -0.369 -9.9258 15.0783 -0.0004 -0.0089 -0.0029
Si -10.9554 -2.729 29.5518 0.0004 0.0072 0.0115
Si -25.8136 -12.3534 20.8595 0.0056 -0.004 -0.0002
Si -10.1159 -17.6189 20.1807 0.0036 0.0039 -0.0027
Si 34.9638 -26.8457 13.535 -0.0024 0.0006 -0.0055
Si 1.0508 29.1749 16.1526 -0.0047 0.0026 0.0006
Si 5.1669 -18.6532 23.1883 0.001 -0.0129 0.0096
Si 16.4389 8.3442 29.8408 0.0455 -0.0185 0.0275
Si -4.3569 17.355 10.533 -0.0038 -0.0075 0.0254
Si -1.3519 -6.8633 28.1889 0.0146 0.0045 -0.0147
Si 4.0318 -6.7459 28.1151 0.0145 -0.0049 0.0007
Si 13.3059 10.6778 10.9322 0.0099 -0.0126 0.0127
Si 6.9701 12.1883 24.8342 -0.0073 -0.021 0.0104
Si 9.096 4.0222 18.7399 -0.0017 -0.0037 0.0167
Si 18.0112 11.168 16.4656 0.0041 -0.0062 0.0183
Si -2.4495 2.7408 16.8376 0.0022 -0.0017 -0.0071
Si 23.8742 8.9941 21.1786 -0.0053 -0.0055 0.0024
Si 16.0704 6.0932 24.5652 -0.0063 -0.0045 -0.0306
Si -8.1474 -5.4338 29.6977 -0.0075 0.0116 0.0119
Si -18.9763 -8.5915 21.3128 -0.0043 0.0052 0.0078
Si -19.2692 17.6697 22.9858 -0.0007 0.0078 -0.0116
Si 12.345 -15.1151 28.2604 0.0183 0 -0.0067
Si 2.2922 21.2734 8.6523 0.0032 0.0033 -0.0007
Si 21.8418 -12.3997 19.1954 0.0066 0.002 -0.0025
Si 26.2645 -1.0951 17.4192 0.0091 0.0083 -0.0046
Si 10.231 3.9359 22.9221 -0.002 -0.0106 0.0004
Si 10.9744 12.8225 10.9385 -0.0009 0.006 0.0072
Si 15.0998 9.3683 7.6145 -0.0021 0.0014 -0.0054
Si 6.7618 -4.2311 7.2444 -0.0033 -0.0029 0.009
Si -3.5378 4.2001 14.3454 0.0053 -0.0107 0.0032
Si 1.79 0.8277 25.9144 0.0344 -0.0001 0.0271
Si 1.467 10.1734 16.7058 0.0047 0.009 -0.0035
Si 40.3587 -14.8287 13.3921 0.0118 0.008 0.0134
O 0.0699 13.1867 14.1148 0.0075 0.0041 -0.0003
O -19.5529 -3.8681 17.1354 0.0015 -0.0024 -0.0018
O -9.2322 -4.2832 12.1184 0.003 0.0034 0.0066
O 4.2066 -22.411 18.916 0.0009 -0.0026 0.0082
O 12.5923 23.3258 21.8286 0.0021 -0.0031 0.0143
O -8.4267 -2.9295 19.9786 0.0024 -0.0016 0.0035
O 7.1546 -12.4988 19.2406 0.0014 0.0001 0.0065
O 11.0009 -13.3066 12.9556 -0.0023 0.0014 0.0039
O -35.202 -2.6807 13.8731 -0.001 -0.0054 -0.0032
O -27.2609 -0.3017 16.6436 -0.0056 -0.0046 0.008
O 8.124 5.5111 13.6494 -0.0005 0.0019 0.0013
O 1.623 4.4547 13.7562 -0.0003 0.0053 0.0058
O -7.2737 2.9756 22.6073 0.0011 -0.0014 0.0045
O -7.0242 -25.8235 23.9142 0.0109 -0.0019 0.0149
O -5.9194 4.5224 24.1466 -0.0005 0.0131 0.0101
O 13.1465 -7.537 20.2862 -0.0007 0.0002 0
O 23.4752 -5.1049 23.9034 -0.0061 -0.0051 0.0034
O 14.5986 11.475 11.542 -0.0031 0.0032 -0.0045
O -14.3271 -5.2945 21.5747 0.001 -0.004 0.003
O -1.2956 9.6793 24.0032 -0.0114 -0.0006 0.0059
O 22.6735 3.1024 11.7212 -0.0003 -0.0036 -0.0064
O -0.6732 22.5553 22.505 0.0027 -0.0142 0.0194
O -5.2615 -8.9234 24.1633 -0.0123 0.0154 -0.0058
O 11.6382 -2.0507 16.0628 0.0008 -0.0043 0.0028
O 17.4113 28.5437 23.8408 -0.0095 -0.004 0.0136
O 13.5238 12.9447 13.4845 -0.0083 0.0004 0.0064
O -18.1097 -4.8905 13.7067 0.001 -0.0008 0.0085
O -7.6032 4.9062 10.0498 -0.0146 -0.0186 0.015
O -9.0714 -13.7375 22.5706 0.0047 -0.0091 0.0138
O 27.6354 21.4857 21.1136 0.0008 0.0022 0.0085
O 18.1973 -10.5224 14.8207 0.0013 -0.0024 -0.002
O 7.3129 7.2336 11.7655 -0.0082 -0.0097 -0.0315
O -10.8217 4.4972 21.6301 0.0003 0.0018 0.006
O -15.2314 -2.8526 21.5525 -0.0019 -0.0006 0.0074
O 10.007 -5.8514 24.0419 0.0038 -0.0005 0.0104
O 3.0909 -15.8822 21.5814 0.0032 -0.003 0.0047
O -1.0094 -0.2884 14.282 0.0034 -0.0005 -0.0008
O 28.0078 -3.7953 14.244 -0.0043 0.0017 0.0054
O -7.0072 -15.7903 18.9128 0.0016 -0.0063 0.005
O -8.6269 -12.6575 11.6952 0.0018 0.0049 -0.0042
O 17.1234 -7.5312 21.9203 0.002 -0.0007 0.0008
O 11.8842 -10.4098 11.226 -0.003 -0.0089 0.0056
O 16.5893 5.2716 11.2931 0.0176 0.0151 0.0195
O 19.7043 3.4087 22.4509 0.0062 0.004 0.0082
O -14.1084 -21.3136 23.5912 0.0139 -0.0036 -0.0164
O 36.8133 -20.3799 20.4872 0.0027 0.0011 0.0046
O 41.612 18.3782 23.0407 -0.008 -0.0044 0.0064
O 1.4235 17.7567 14.6827 0.0004 -0.001 0.0102
O 0.3102 -35.6585 10.327 -0.0029 -0.0068 0.0168
O -5.8053 -9.5411 13.6203 0.0046 0.0002 -0.0019
O -7.7703 -0.8395 21.3739 0.0027 0.0024 0.0026
O 10.6396 -18.2585 19.1795 0.0002 -0.003 0.004
O 21.6138 7.4288 24.995 0.0128 -0.0093 0.004
O -5.1271 4.526 14.5207 -0.0019 0.0046 0.0018
O 29.9018 13.2674 25.5515 -0.0018 0.0117 -0.0055
O -14.4091 2.7952 13.5187 -0.0014 -0.0027 0.0012
O 28.9775 11.5909 12.0735 0.0093 0.0042 -0.0005
O 20.4827 10.2667 18.722 -0.004 0.0009 0.0054
O -20.378 22.4639 24.2927 -0.0102 0.0033 -0.0003
O 15.5504 -4.9391 16.2541 -0.0054 0.0016 0.0078
O -24.2734 40.9179 17.375 -0.0006 -0.004 0.0014
O 11.8735 11.484 15.9277 -0.0032 -0.0017 0.0012
O 0.1983 13.7394 23.6681 0.0001 -0.001 0.0066
O 4.2567 35.919 11.7752 0.0031 0.0108 -0.003

Results
free energy: -149751.425 eV
free energy less fixed offsets of O -568.88, Si -635.61 eV per atom: -0.985 eV

The program warned: the cutoff lies below the one the program advises for these potential files; the forces do not sum to zero within the program's tolerance; the exchange-correlation potential is rough where the density is thin.
